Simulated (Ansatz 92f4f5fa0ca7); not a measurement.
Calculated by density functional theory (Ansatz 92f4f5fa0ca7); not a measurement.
Periodic cell of 220 atoms, Si132O88, from a study of silicon, its oxide and their interface. The atomic structure is a simulated model.

Settings: functional r2SCAN; potential files Ansatz PAW; basis plane waves; wave-function cutoff 800 eV; density cutoff ratio 5; exchange-correlation grid ratio 1; k mesh 1 x 1 x 1, shifted by 0.5 0.5 0 of a step; self-consistency stop 1e-10 eV per atom in the density residual; occupations fixed; spin none; net charge 0.

Cell vectors (angstrom)
a	10.888	0	0
b	0	10.888	0
c	0	0	32.0007

Atoms and the computed forces on them: element, x, y, z (angstrom), force x, y, z (eV/angstrom)
Si	-0.0681	0.2703	-0.2503	-0.0256	-0.0161	0.2276
Si	2.4379	3.0995	0.1394	-0.0432	-0.0114	0.1785
Si	0.1645	5.2352	0.1029	0.0447	-0.0286	0.1885
Si	3.1061	8.0133	0.0644	-0.0359	-0.0455	0.1606
Si	5.6621	-0.1767	0.3881	0.0346	-0.0159	0.1453
Si	8.4375	2.3609	-0.0529	0.0411	0.0078	0.1949
Si	5.1321	5.6481	0.0493	0.0394	0.0603	0.1736
Si	7.877	8.585	0.0131	-0.018	-0.0016	0.2047
Si	1.3537	1.3785	1.2995	0.0094	0.025	0.0002
Si	4.0359	4.1666	1.4704	-0.0067	0.0146	0.0293
Si	1.3924	6.8725	1.2812	0.0008	-0.0268	0.011
Si	4.1391	9.4538	1.5782	0.0254	-0.0014	0.0311
Si	6.9519	1.3681	1.4994	-0.0237	-0.0274	0.0185
Si	9.509	3.9937	1.3294	0.0418	0.0196	0.0019
Si	6.8219	6.8197	1.233	-0.0104	0.018	0.0035
Si	9.6073	9.6301	1.2153	-0.0404	-0.0172	0.0036
Si	-0.0054	2.6856	2.735	0.0173	0.0103	0.0484
Si	2.6952	0.0162	2.7116	0.0297	-0.0045	0.0222
Si	0.0085	8.2222	2.6209	-0.0124	-0.0199	0.0112
Si	2.6789	5.5246	2.7866	0.0132	-0.0375	0.0585
Si	5.4738	2.761	2.7172	0.0026	-0.0077	0.0312
Si	8.3011	-0.0123	2.7879	-0.0198	-0.0114	0.0519
Si	5.5366	8.0788	2.8122	-0.0036	0.0321	0.0482
Si	8.154	5.4334	2.6214	0.0031	0.0013	0.0196
Si	1.3457	4.0853	4.0829	-0.0194	0.0064	-0.0245
Si	4.0917	1.3741	4.0528	0.0073	-0.0095	-0.017
Si	1.3368	9.5478	4.0698	0.0042	0.0208	-0.0268
Si	4.1018	6.7978	4.1524	-0.0095	0.0218	-0.0251
Si	6.8143	4.1246	4.076	0.0056	-0.0082	-0.0271
Si	9.5794	1.3625	4.1581	-0.0229	0.0137	-0.0238
Si	6.8822	9.5024	4.1026	0.0135	-0.0161	-0.009
Si	9.5333	6.8136	3.9828	0.0053	-0.0079	-0.0118
Si	0.0235	-0.0016	5.4987	-0.0169	0.0154	0.0083
Si	2.7306	2.7283	5.4373	-0.0023	0.0179	-0.0004
Si	-0.0241	5.456	5.4036	-0.0015	0.0117	0.0127
Si	2.7209	8.198	5.4345	0.0058	-0.0055	0.0087
Si	5.457	-0.0089	5.4036	0.0166	-0.0109	0.0115
Si	8.1718	2.7394	5.4389	0.0051	-0.016	0.0164
Si	5.4548	5.4292	5.4855	-0.0102	-0.0027	0.0159
Si	8.2082	8.1334	5.4502	-0.012	0.0008	0.0007
Si	1.3784	1.3779	6.8327	-0.0043	-0.0171	0.0111
Si	4.0892	4.0653	6.8214	0.0081	0.0128	0.0007
Si	1.356	6.808	6.7648	0.0024	-0.0032	0.0127
Si	4.0823	9.5484	6.7972	0.0053	-0.0026	0.0131
Si	6.8027	1.3543	6.7745	0.0009	0.0108	0.0166
Si	9.5262	4.1007	6.8015	-0.0088	0.007	0.0073
Si	6.8142	6.8052	6.8261	-0.0011	0.003	0.0143
Si	9.5323	9.5161	6.8221	0.0185	-0.0028	0.01
Si	0.0034	2.7516	8.1861	0.0121	-0.0003	-0.0166
Si	2.7273	0.0052	8.1806	0.0018	0.0217	-0.0096
Si	0.0176	8.159	8.1487	-0.0146	0.0062	-0.015
Si	2.7187	5.4573	8.1436	0.0068	-0.0078	0.0007
Si	5.4468	2.6857	8.1568	-0.0123	-0.0065	-0.0081
Si	8.1351	-0.0138	8.1624	-0.0028	-0.0196	-0.0101
Si	5.4214	8.171	8.1702	-0.0012	-0.0071	-0.0075
Si	8.1613	5.4274	8.1777	-0.0008	0.0007	-0.0181
Si	1.3993	4.1133	9.5473	-0.0003	0.0235	-0.0192
Si	4.0869	1.3527	9.5377	0.0036	-0.0098	-0.0113
Si	1.365	9.5098	9.524	-0.0063	0.0062	-0.0087
Si	4.0494	6.8129	9.5436	0.0005	0.0012	-0.0169
Si	6.7818	4.0553	9.5172	-0.0014	-0.0044	-0.0074
Si	9.4947	1.365	9.5042	0.0041	0.0011	-0.0199
Si	6.7586	9.5243	9.5525	-0.0091	0.0134	-0.0147
Si	9.5407	6.8059	9.4907	0.0039	0.0006	-0.0178
Si	-0.0267	-0.011	10.8297	0.0215	-0.0127	-0.0015
Si	2.7839	2.7456	10.9051	-0.0242	-0.0207	0.0246
Si	0.0438	5.5187	10.8705	-0.0084	-0.0263	-0.01
Si	2.6974	8.1723	10.9472	-0.0044	0.0255	0.0193
Si	5.3678	-0.0237	10.9428	0.0064	-0.0108	0.0106
Si	8.1214	2.6971	10.8916	-0.0019	0.0259	0.0245
Si	5.3987	5.4027	10.8655	-0.0004	0.0244	0.0172
Si	8.143	8.1161	10.8385	0.0095	0.0048	0.0077
Si	1.3809	1.3416	12.1424	-0.0206	0.036	-0.055
Si	4.1165	4.0974	12.3589	-0.0313	-0.0014	-0.0376
Si	1.323	6.8713	12.3572	0.0025	-0.0021	-0.0279
Si	4.0209	9.5041	12.374	0.0066	-0.0057	-0.0397
Si	6.6985	1.3626	12.2774	0.0274	-0.0372	-0.0139
Si	9.5601	4.1187	12.1092	0.0315	-0.0058	-0.0243
Si	6.8009	6.7121	12.1852	-0.0204	0.0071	-0.0391
Si	9.4669	9.5121	12.1598	-0.0234	0.0162	-0.0578
Si	0.0127	2.7405	13.4041	-0.0369	-0.0487	-0.0231
Si	2.5796	0.0304	13.6862	0.045	0.0034	-0.0148
Si	-0.1166	8.2784	13.6665	0.0141	-0.0294	-0.0097
Si	2.6686	5.4495	13.6955	-0.0114	0.0052	0.0215
Si	5.4842	2.7244	13.8047	-0.0194	0.002	0.0057
Si	8.061	-0.0747	13.5131	0.0449	0.0239	-0.0027
Si	5.4749	8.0487	13.5782	-0.0116	0.0081	0.0051
Si	8.2053	5.3568	13.5286	0.009	0.0051	-0.0458
Si	1.4258	3.8409	14.9081	0.0604	0.0156	-0.1612
Si	3.6926	1.6459	14.9694	0.0096	0.016	-0.118
Si	0.7662	10.0612	14.9971	-0.0169	-0.0244	-0.2184
Si	4.1497	6.7344	14.9936	-0.0421	-0.0004	-0.1642
Si	7.3968	3.6836	14.9984	-0.0355	-0.0354	-0.1408
Si	9.4865	1.3724	14.6145	-0.0068	-0.004	-0.131
Si	6.9928	9.2251	14.9047	0.0333	-0.0233	-0.16
Si	9.1893	7.005	14.8641	0.0042	0.0555	-0.1261
Si	25.2081	-12.493	19.0482	0.0371	0.0101	-0.1612
Si	-11.4933	4.6481	22.2446	-0.0048	0.0461	-0.059
Si	10.6733	31.2086	24.4041	-0.0281	-0.0081	0.0488
Si	15.6029	12.6874	25.302	0.0158	0.0236	0.0778
Si	8.3991	-2.7246	28.9552	0.0061	-0.0255	0.2562
Si	4.8489	1.832	17.661	-0.022	-0.0382	-0.2117
Si	-10.7549	16.5921	16.9282	-0.0221	0.0072	-0.2043
Si	19.3871	32.0486	22.4551	-0.0122	-0.0422	-0.049
Si	-9.4699	16.7276	27.1697	-0.0287	0.0627	0.1445
Si	-6.9877	3.8863	23.374	0.013	-0.0179	0.0245
Si	6.2804	14.4555	29.8956	-0.0119	0.0119	0.2276
Si	13.0713	-0.8374	29.7273	-0.0305	0.0228	0.2652
Si	7.5976	16.894	25.3044	-0.0119	-0.01	0.1141
Si	13.9414	19.3393	27.1917	-0.0298	0.0179	0.1858
Si	10.2144	5.7397	29.1778	-0.0377	0.0257	0.2122
Si	5.6972	4.8229	17.1164	0.044	-0.0205	-0.2156
Si	-4.0891	16.7995	19.7837	0.0234	0.033	-0.1649
Si	3.8452	9.8993	21.7556	-0.0416	-0.0006	-0.124
Si	-4.6274	21.0948	17.8209	-0.0454	0.0046	-0.1851
Si	9.6516	17.0316	19.5841	-0.0024	-0.0051	-0.175
Si	17.009	27.5801	22.7692	0.0239	0.01	-0.0526
Si	11.6954	-9.5633	24.3096	0.0463	0.0212	0.0027
Si	25.4284	20.6802	24.5989	-0.0104	-0.0358	0.0248
Si	-13.5933	-6.7783	27.734	-0.0375	0.0333	0.2037
Si	-4.8172	30.6977	23.2838	-0.0294	0.0046	0.0039
Si	4.1024	1.5053	30.1467	-0.0125	-0.0059	0.1571
Si	-2.0449	13.1361	23.2754	-0.0114	0.0032	0.0331
Si	2.1409	29.8656	16.7384	-0.028	0.014	-0.1959
Si	-2.8528	8.632	19.7393	-0.0461	-0.0661	-0.1407
Si	6.1892	40.7305	27.0427	0.0467	-0.0202	0.1561
Si	13.8224	-20.7251	19.8327	0.0798	-0.0621	-0.1725
Si	12.7084	2.6883	21.7983	-0.0002	-0.0257	-0.0522
Si	-0.4139	-4.2907	24.7	0.0164	-0.0457	0.0565
Si	-13.2145	20.7189	26.606	-0.0574	-0.0202	0.1576
Si	18.5455	1.7709	25.9687	0.023	0.0198	0.0981
Si	2.4193	14.205	25.8531	0.0155	0.0352	0.0738
O	0.7765	-0.2589	-1.5973	0.0653	-0.0374	-0.16
O	-4.4292	-5.5685	-10.746	-0.022	-0.0209	0.0925
O	10.2442	-5.1126	-1.21	-0.0412	0.0371	-0.1809
O	-8.17	8.9756	-1.1858	-0.014	0.0633	-0.1554
O	-2.3947	8.2635	-1.45	0.0238	-0.0128	-0.166
O	-4.2082	9.6513	-0.3303	0.0119	-0.0045	-0.0779
O	12.5955	1.6083	-9.0008	-0.0016	-0.0133	0.0234
O	-12.3751	17.8644	-3.4473	0.0038	0.0045	-0.0899
O	26.8463	8.9945	-7.4513	0.0316	-0.0078	0.013
O	23.0944	2.1713	-6.417	-0.0345	-0.014	-0.0118
O	13.6552	30.9288	-6.2329	-0.0062	0.0247	-0.0765
O	-14.9287	29.308	-12.0744	-0.0045	0.0223	0.0337
O	5.5792	4.7058	-1.1991	0.0267	-0.0657	-0.1339
O	7.5362	13.7995	-1.2983	-0.0659	0.0235	-0.151
O	-1.5022	7.7547	19.4421	0.012	0.0354	0.0442
O	8.0815	-2.7921	15.3827	-0.0111	-0.0071	0.0731
O	1.3009	-4.1432	16.573	0.0127	0.0065	0.0605
O	5.0463	14.2434	17.2062	0.0093	0.0147	0.0397
O	-4.5577	20.7376	16.2471	-0.0113	0.0321	0.1376
O	6.3734	6.8275	25.9982	-0.0016	-0.0281	-0.0627
O	10.7594	-5.2583	18.5198	-0.0303	-0.003	0.1639
O	20.6501	20.1181	25.7267	0.059	-0.0107	-0.0492
O	16.9715	12.3297	26.049	-0.0236	-0.0183	-0.0278
O	-4.712	0.9426	17.9806	0.0341	-0.0053	0.079
O	3.2597	14.2986	21.9691	0.0125	0.0029	-0.0093
O	11.7179	21.5292	24.6801	0.0129	-0.0209	-0.0008
O	13.585	8.122	18.238	0.0246	0.0225	0.1202
O	31.7212	-1.0032	23.0325	0.0159	0.0068	-0.027
O	-2.6383	5.3888	19.293	0.0046	-0.007	0.043
O	-2.0197	9.5194	28.1831	0.0122	0.0509	-0.1066
O	-7.8246	13.4534	30.7496	0.0317	-0.0188	-0.1128
O	9.681	-4.6362	16.2245	0.0515	-0.0285	0.0894
O	4.138	11.9348	16.4256	0.0239	0.0071	0.1301
O	17.9777	-5.6222	23.9532	0.0038	-0.0414	-0.0237
O	-9.6083	9.4142	16.4095	0.0226	-0.0046	0.1297
O	3.9387	0.4599	24.8714	-0.0126	-0.0102	-0.0246
O	1.713	1.9519	20.3567	-0.0477	0.0353	0.0569
O	2.1609	9.2178	28.3263	0.0091	-0.0575	-0.1537
O	-7.1036	24.3831	26.3516	0.0018	-0.0085	-0.0465
O	24.3842	17.7986	27.0842	0.0137	-0.0169	-0.0401
O	28.6309	26.1341	28.6177	0.0433	0.0358	-0.1339
O	18.0033	-6.3576	16.3809	-0.0241	0.0436	0.0869
O	27.1896	9.7576	22.0722	0.0228	0.0034	0.0113
O	6.9075	29.5265	28.4732	-0.0602	-0.0007	-0.101
O	37.3045	27.0629	23.1183	-0.0207	0.014	0.0103
O	8.4793	13.3634	15.3805	-0.0379	0.048	0.0496
O	-11.1787	5.3955	23.6339	0.0148	-0.0188	0.0035
O	-8.3219	-8.1177	15.3685	-0.0037	0.0006	0.0597
O	9.5048	15.2829	28.6203	0.0033	-0.0516	-0.0958
O	15.7487	0.6719	31.2801	-0.0497	0.048	-0.0869
O	-10.6291	38.7987	26.0896	-0.0461	0.0044	-0.0684
O	-2.6204	20.4494	21.0313	0.0244	0.0543	0.1013
O	-3.3026	31.3936	18.536	0.0628	-0.0317	0.0844
O	-0.8375	5.7693	21.1026	0.0142	-0.0283	0.1117
O	-10.2679	-17.4668	16.2648	-0.0445	0.0165	0.102
O	13.4233	10.6426	18.9486	-0.0436	0.0379	0.0533
O	22.4476	14.6748	21.8252	-0.0165	0.0102	0.0163
O	9.0363	25.382	22.41	-0.0249	-0.0047	-0.0022
O	8.3422	11.8881	22.3557	-0.0011	0.0016	-0.0128
O	14.3478	19.722	20.6009	-0.0016	0.0026	0.1017
O	7.0633	-1.6263	26.384	-0.0011	0.0243	-0.0711
O	14.8255	12.838	18.9726	-0.041	0.0101	0.1082
O	8.162	24.3641	27.2532	0.014	-0.0609	-0.0679
O	1.3134	4.1711	31.63	-0.0005	0.0048	-0.0724
O	-1.2812	12.2261	31.3539	-0.0143	0.0172	-0.0758
O	-6.0574	5.8097	16.1651	0.0476	-0.0715	0.1143
O	10.5465	0.3412	15.4059	0.0477	-0.0252	0.0903
O	-5.098	27.2356	18.6001	-0.0035	0.0403	0.1435
O	-7.5147	7.9941	15.702	-0.0601	0.0527	0.087
O	7.8612	2.4876	24.5354	0.0068	0.0236	-0.0562
O	15.7845	2.7497	23.9883	0.0255	-0.009	-0.0306
O	-8.9271	15.2331	26.9738	0.019	-0.0675	-0.0329
O	-6.2229	8.4578	27.4139	0.0134	-0.0002	-0.0508
O	7.4688	9.6603	23.5528	0.0321	0.0062	0.0241
O	-22.4328	34.5038	23.9567	-0.0128	-0.001	0.0067
O	13.892	9.6331	23.1127	-0.0249	-0.0019	0.0453
O	4.108	6.8253	31.516	-0.0124	-0.0033	-0.0594
O	-13.2293	22.2308	26.1072	0.0253	0.0176	-0.0423
O	2.7153	-6.7721	24.4637	-0.0109	0.0182	-0.0236
O	-7.2158	0.4984	21.1659	0.0131	-0.0006	0.0677
O	-10.5367	-13.8454	24.1653	0.0022	0.0165	-0.0248
O	3.2046	22.1681	29.3774	-0.008	-0.0082	-0.0979
O	-4.6388	7.4019	22.8299	0.0229	0.018	-0.0067
O	5.2428	35.0664	29.4104	0.0119	-0.0064	-0.1086
O	15.8095	20.4499	18.4749	-0.0224	-0.019	0.0804
O	-2.7426	4.9733	26.3935	-0.0001	0.0266	-0.1019
O	8.8849	17.7867	24.8976	0.007	0.0341	-0.0432
O	0.84	16.7626	28.6721	0.0661	-0.0115	-0.108

Results
free energy: -134624.123 eV
free energy less fixed offsets of O -570.45, Si -639.56 eV per atom: -2.603 eV

The program warned: the cutoff lies below the one the program advises for these potential files; the forces do not sum to zero within the program's tolerance; empty levels may hold ghost states of the PAW files; the exchange-correlation potential is rough where the density is thin.
